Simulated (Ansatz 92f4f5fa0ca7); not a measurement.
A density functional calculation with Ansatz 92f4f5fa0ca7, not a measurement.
Periodic cell of 237 atoms, Si134O103, from a study of silicon, its oxide and their interface. The atomic structure is a simulated model.

Settings: functional r2SCAN; potential files Ansatz norm-conserving; basis plane waves; wave-function cutoff 1300 eV; density cutoff ratio 4; exchange-correlation grid ratio 1; k mesh 2 x 2 x 1, shifted by 0.5 0.5 0.5 of a step; self-consistency stop 5e-08 eV per atom in the density residual; occupations Fermi-Dirac, 0.05 eV; spin none; net charge 0.

Cell vectors (angstrom)
a  11.5403  0  0
b  0  15.3871  0
c  1.7066  1.8554  23.6215

Atoms and the computed forces on them: element, x, y, z (angstrom), force x, y, z (eV/angstrom)
Si  0.2378  0.5957  -0.8762  -0.1792  -0.1218  -0.2264
Si  -0.6858  4.3334  1.638  0.5635  -0.1365  -0.5333
Si  -2.5235  8.8252  -0.1699  -0.2588  -0.2715  0.0534
Si  -0.1251  12.1838  1.8729  0.0796  -0.033  -0.6207
Si  4.2447  0.8929  1.6352  -0.1009  0.1349  -0.4474
Si  5.0205  5.2702  -1.0518  -0.1091  0.0014  -0.311
Si  4.7586  8.5886  2.0093  -0.1593  0.0277  -0.1233
Si  1.3417  11.5179  -0.79  -0.2189  0.2204  -0.2714
Si  5.4215  -1.8936  -1.4246  0.2009  0.39  -0.2564
Si  7.005  2.9563  -1.3552  0.1598  0.153  -0.4388
Si  4.7558  9.3905  -0.295  0.0435  -0.2891  -0.098
Si  4.6136  12.322  1.9962  -0.2919  -0.0109  0.0958
Si  -0.7048  0.7262  2.1897  0.5492  0.0501  -0.4358
Si  0.2935  3.674  -1.3541  0.115  0.0583  -0.5486
Si  -0.0628  8.3286  1.6798  0.317  0.0088  -0.5483
Si  -2.4956  11.8992  -0.2024  -0.01  0.2172  -0.3222
Si  6.8048  0.3596  -0.1419  0.0344  0  -0.2295
Si  4.7733  4.7526  2.0308  -0.3028  0.1888  -0.682
Si  1.7978  8.5799  -0.6328  -0.0585  -0.3268  -0.2714
Si  7.0154  12.3275  2.0613  0.3447  -0.2049  -0.293
Si  8.4766  0.7404  2.1601  -0.2789  0.0662  -0.3069
Si  7.127  4.7901  2.3522  0.1272  -0.0971  -0.0719
Si  7.0673  8.561  2.3935  0.3402  0.1373  -0.4751
Si  4.4052  11.7533  -0.2935  -0.569  -0.2194  -0.3061
Si  -0.0637  2.6946  3.2374  -0.0068  -0.252  0.2497
Si  -0.0956  6.3514  2.9503  -0.1176  0.1605  0.205
Si  -0.1519  10.2331  3.1483  0.0003  -0.2189  0.0959
Si  0.0066  14.1523  3.2353  -0.1239  -0.0564  0.0878
Si  4.0257  2.7404  3.0903  0.0022  -0.2641  0.1711
Si  3.9801  6.6344  3.1646  0.0441  0.2613  0.1212
Si  3.9831  10.4257  3.3106  0.0101  0.1015  -0.2371
Si  3.9269  14.3318  3.0825  0.0509  0.1344  0.0761
Si  7.7063  2.689  3.3655  0.0521  -0.1987  -0.1589
Si  7.6197  6.6503  3.5714  -0.2049  0.0803  0.0747
Si  7.4942  10.5198  3.5044  0.058  0.0006  -0.032
Si  7.7192  14.2411  3.359  -0.0967  0.174  -0.2562
Si  -1.9033  2.7123  4.6794  -0.205  0.1335  0.1495
Si  -1.8533  6.5518  4.5804  -0.0521  0.0274  0.0648
Si  -2.0096  10.3253  4.5888  -0.0912  0.0408  0.0162
Si  -1.8891  14.1592  4.6823  -0.0737  -0.1467  0.2618
Si  2.0268  2.7027  4.4318  -0.0281  -0.0168  -0.0197
Si  1.9024  6.5191  4.3701  0.0943  -0.0102  -0.0012
Si  1.8728  10.32  4.4371  0.2087  -0.0078  0.0122
Si  1.9811  14.2589  4.505  0.1015  -0.01  0.0204
Si  5.7718  2.5317  4.7235  0.093  0.1705  -0.0452
Si  5.6634  6.624  4.8272  0.0837  0.0855  0.0278
Si  5.6686  10.5156  4.932  0.2173  0.0004  0.2095
Si  5.7576  14.3867  4.6907  -0.0455  -0.1821  0.0102
Si  -1.8948  0.7912  6.0596  0.0936  -0.2065  -0.0226
Si  -1.8651  4.6471  5.9249  0.0417  -0.2195  -0.0537
Si  -2.0623  8.4531  5.9951  0.1813  0.0521  0.0656
Si  -2.0257  12.2069  5.9377  0.3438  0.0807  -0.1376
Si  1.9795  0.8076  5.9593  0.031  -0.0252  -0.12
Si  2.0422  4.6225  5.7996  0.0707  -0.06  0.0602
Si  1.9032  8.4218  5.8945  -0.1051  0.124  0.0613
Si  1.8911  12.2678  5.7938  0.0426  -0.0225  -0.0536
Si  5.8096  0.7212  6.3206  -0.0003  0.0617  0.0288
Si  5.7875  4.5594  5.9147  -0.0307  -0.009  0.1894
Si  5.6646  8.5273  6.1834  -0.0341  0.0613  0.0249
Si  5.7428  12.5137  6.1635  -0.0878  -0.1527  -0.1199
Si  0.0616  0.8396  7.4137  -0.0119  -0.0127  0.0957
Si  0.1129  4.5383  7.1394  -0.1408  0.4091  -0.3549
Si  -0.0843  8.5119  7.2257  -0.1163  0.1124  -0.2867
Si  -0.0619  12.3097  7.1336  -0.1456  -0.2829  -0.2499
Si  3.7542  0.7437  7.5805  -0.0659  -0.0201  -0.0204
Si  3.9245  4.6187  7.3098  0.077  0.1257  -0.2261
Si  3.7656  8.438  7.5166  0.2434  -0.0017  -0.0949
Si  3.6988  12.2733  7.303  0.1744  0.0724  -0.1039
Si  7.884  0.7141  7.6674  0.0173  -0.0525  -0.0414
Si  7.7366  4.5894  7.1998  -0.027  0.0939  -0.2257
Si  7.5708  8.5089  7.5203  -0.2148  -0.0057  -0.1426
Si  7.7507  12.3749  7.4589  -0.1143  0.0042  -0.1269
Si  2.0402  3.8708  9.9326  -0.1203  -0.2381  0.5916
Si  1.8321  6.2912  9.7115  -0.2232  0.3619  -0.1105
Si  -0.256  10.4433  8.5559  0.1343  0.2966  -0.0542
Si  -0.4231  14.1517  8.5288  -0.0001  -0.0086  -0.0894
Si  3.8936  2.8138  8.8211  -0.1513  0.158  0.0781
Si  3.9816  6.4684  8.8393  -0.0614  -0.0309  -0.1936
Si  3.6264  10.4292  8.7956  -0.1004  0.2623  -0.0996
Si  3.3688  14.0396  8.7653  -0.3296  -0.2027  -0.145
Si  7.8825  2.8357  8.7488  -0.0707  0.3186  -0.0711
Si  9.6614  6.1403  9.7309  0.1522  0.184  -0.0722
Si  9.3916  10.526  10.0869  -0.0204  0.1177  -0.2653
Si  8.7064  14.0714  8.8709  -0.0265  -0.0397  -0.2289
Si  0.1286  2.8835  8.7996  0.1736  0.0609  0.0667
Si  -0.0188  6.5053  8.3555  0.0886  -0.3321  -0.204
Si  1.5843  10.6095  9.9501  -0.1364  0.0398  -0.0714
Si  1.3057  13.2274  9.8258  0.1525  0.2787  0.5872
Si  5.9371  3.2236  9.9979  0.3154  -0.8907  0.0306
Si  5.9695  5.6692  10.1597  0.3158  0.9593  0.4987
Si  5.4378  11.1886  10.202  0.1145  -0.8644  0.6471
Si  4.6218  13.4909  10.6954  0.0201  0.4254  -0.5027
Si  9.7603  3.646  9.997  -0.0188  -0.2241  0.8539
Si  7.6385  6.421  8.6239  -0.0391  -0.2003  0.0038
Si  7.4137  10.5191  8.8618  0.094  -0.0434  -0.2096
Si  8.8326  12.8868  10.9947  0.8515  0.0571  0.1959
Si  2.8144  13.6497  12.208  -1.0128  0.0581  0.8012
Si  1.2394  8.3165  11.0205  0.0538  -0.2939  0.8419
Si  7.2169  7.2753  12.7047  0.1865  -0.043  0.0765
Si  6.8266  6.9041  17.8537  0.2539  0.0941  0.099
Si  11.8578  10.7923  14.7127  -0.0633  -0.0703  0.3754
Si  14.1687  4.5984  15.7197  0.0479  0.1308  0.2882
Si  10.8059  6.5063  21.3304  0.2408  -0.0921  -0.6826
Si  14.7965  14.9753  16.4298  -0.1044  0.0713  0.2241
Si  10.3704  2.9344  13.0792  -0.0882  0.0718  0.2501
Si  13.9651  8.9174  13.6043  -0.1452  -0.0413  0.3666
Si  9.7035  8.2443  10.9675  0.0248  -0.3056  1.2567
Si  6.0357  16.0811  11.9922  0.1715  0.1935  0.4616
Si  0.8588  -0.0992  21.4967  0.0161  0.2653  -0.35
Si  8.1561  1.038  16.6056  -0.0046  0.1745  0.0879
Si  13.32  0.984  18.8606  -0.1919  -0.0665  0.0727
Si  10.7082  0.4874  14.875  0.1381  -0.0553  0.2863
Si  8.4469  6.645  15.4469  0.1395  0.093  0.3583
Si  5.4149  9.762  13.1609  -0.0056  0.033  0.3072
Si  4.5731  2.2272  19.6088  -0.1854  0.0445  -0.1501
Si  10.5912  8.6048  16.4818  -0.0373  -0.0002  0.2142
Si  3.5568  0.9159  13.7879  -0.011  0.0288  0.5126
Si  4.0205  7.4697  18.5495  -0.1538  0.2613  0.0553
Si  2.6583  12.4703  14.9285  -0.08  0.1093  0.3158
Si  7.5319  -1.6515  12.83  -0.2721  0.0776  0.8314
Si  5.7754  12.1899  14.7401  0.0132  -0.1185  0.4417
Si  6.9943  15.5668  19.1448  0.0199  -0.0417  0.1482
Si  10.3455  6.323  24.2698  -0.7034  0.2691  -0.7609
Si  13.475  3.5249  13.0898  0.0609  0.0974  -0.0471
Si  10.2592  13.2602  13.5146  0.3183  -0.0058  0.4824
Si  4.7923  4.7725  17.7846  0.033  -0.1233  -0.064
Si  0.4988  2.4689  16.6394  -0.001  -0.0443  0.3752
Si  1.9392  7.4794  16.3603  -0.0671  0.0058  0.3397
Si  9.2212  8.1936  19.2587  0.0453  -0.0549  -0.1272
Si  4.845  17.5872  22.5051  -0.2539  0.004  -0.2496
Si  3.8996  7.7879  21.4694  -0.094  0.0292  -0.2194
Si  6.2355  14.1741  16.8339  -0.105  -0.0766  0.0722
Si  9.2568  3.7082  15.7225  -0.1044  0.1065  0.2647
Si  8.5591  9.5614  21.8073  0.0011  -0.1415  -0.3284
O  -0.1529  0.8528  0.6496  -0.218  0.0035  0.1239
O  -0.8861  4.2031  -2.3572  -0.1028  -0.017  0.4434
O  0.1509  4.0539  0.217  -0.3808  0.0617  0.3449
O  -3.6356  8.7302  0.9874  0.0453  -0.0508  -0.2158
O  -1.1263  8.2214  0.4036  0.0847  0.1068  0.4145
O  -1.4703  12.4025  0.9542  0.1695  -0.0377  0.1474
O  7.5819  12.0448  0.4932  -0.0748  0.0614  0.4292
O  6.6722  -1.1412  -0.7092  -0.1714  0.1442  0.0665
O  8.2691  0.4923  0.5207  -0.1184  0.1389  0.2961
O  9.4578  5.0215  23.712  0.1311  0.0441  -0.3388
O  5.6838  3.8803  -1.5875  0.129  0.0562  0.3157
O  1.4307  8.4477  0.9496  -0.2646  -0.0067  0.1523
O  2.9004  11.8583  -1.0483  0.3013  -0.2233  0.3687
O  1.0794  11.8547  0.7873  -0.1208  0.0656  0.192
O  4.1723  -0.8751  -1.1666  0.0488  -0.029  -0.0991
O  1.6359  -0.2199  -0.9436  0.1507  0.1491  0.0614
O  4.3923  4.9903  0.4158  0.3204  -0.1182  0.487
O  1.039  9.9364  -1.1661  0.2665  0.1497  0.2969
O  -0.8179  -0.4142  -1.5762  0.2107  -0.112  0.1372
O  0.3777  2.0609  -1.5854  -0.0214  0.001  0.3487
O  3.3422  6.3049  21.8062  -0.1011  0.0668  0.1442
O  10.117  9.8429  22.1952  -0.0496  0.1791  0.3668
O  -2.2264  12.7606  -1.5722  -0.0064  -0.2  0.5554
O  -2.2625  10.3547  -0.6181  0.0002  0.0434  0.2191
O  8.119  2.6055  16.1419  0.265  -0.1302  -0.0868
O  5.5817  0.9927  19.2831  0.1601  0.0203  0.0526
O  3.808  5.819  -1.9789  0.0566  -0.0436  0.2008
O  6.568  1.3984  -1.3907  0.1073  -0.1517  0.5272
O  1.4658  7.1275  -1.3087  0.1555  0.1821  0.0621
O  3.3768  8.7699  -0.9181  -0.0275  0.1796  0.1478
O  0.3944  12.477  -1.6896  0.0353  -0.1581  0.2926
O  1.8201  3.2995  16.2387  0.0212  0.1095  -0.2265
O  6.8938  15.5014  16.1094  0.0913  -0.1402  0.176
O  4.9148  2.9318  21.0442  0.0197  -0.31  0.2441
O  8.1224  3.3466  -2.4776  -0.1546  0.1665  0.4798
O  8.552  9.353  20.188  0.0158  -0.1731  0.3607
O  5.9618  8.9748  -1.3398  -0.2887  0.0715  0.3055
O  8.4723  8.102  12.0662  0.0234  -0.0935  -0.2062
O  6.5717  12.7897  16.0377  -0.2567  0.1795  -0.3318
O  2.3241  3.7907  11.5547  -0.1279  -0.1207  0.0655
O  3.8421  9.6972  13.577  0.063  -0.0255  -0.1299
O  11.231  8.215  11.6559  0.0273  0.1814  -0.8162
O  10.204  13.3824  11.8852  -0.4478  -0.151  -0.2404
O  13.9007  13.8689  15.6771  0.2221  -0.1039  -0.2054
O  10.6646  3.3286  16.4739  -0.0751  -0.1057  -0.272
O  5.0431  1.1366  13.2036  0.0885  -0.1865  -0.3621
O  14.1447  4.6242  14.0912  -0.1329  -0.2264  0.0104
O  6.2965  17.4655  11.184  -0.3225  -0.0133  0.0024
O  5.5538  10.3499  11.655  -0.0108  0.3397  -0.2788
O  5.5062  14.8748  11.0244  -0.2167  -0.1042  -0.0045
O  8.0931  1.0096  18.2495  -0.2665  -0.205  -0.1566
O  2.4502  12.4934  13.3139  0.1776  0.236  -0.1694
O  13.0963  11.4525  15.5608  -0.0354  0.0078  -0.4436
O  9.8253  3.0705  11.5719  0.0045  0.2267  -0.4992
O  6.4696  6.2926  11.6417  -0.1242  -0.213  -0.2987
O  5.7851  0.6618  1.1022  -0.1211  -0.0084  -0.1907
O  4.6375  14.3319  16.9419  0.1233  0.0401  -0.1984
O  6.3167  5.3509  17.7854  -0.3001  0.2387  0.0124
O  2.306  8.0568  12.246  -0.1597  0.1938  0.0511
O  10.3344  1.3876  13.5724  0.0546  0.0466  0.0785
O  7.3192  7.3501  16.3801  0.1368  -0.2259  -0.1131
O  3.8907  5.8408  18.6298  0.2149  0.0789  -0.1881
O  9.5026  0.3872  15.9715  0.0366  0.1211  -0.2198
O  11.0972  14.4138  14.3005  -0.2981  -0.0531  -0.2265
O  0.7159  2.0259  18.1922  0.1684  -0.1012  -0.2633
O  4.7725  3.3198  18.4495  -0.0179  -0.0025  0.1121
O  3.0534  8.0359  17.3924  0.0216  -0.2976  -0.0886
O  6.2069  6.3893  -1.0813  0.0252  0.0904  0.1032
O  14.0711  2.0915  13.4636  0.0445  0.0087  -0.0463
O  0.4221  1.15  15.6786  -0.2399  0.1062  -0.212
O  9.4244  3.7581  14.1074  0.1491  -0.2044  -0.031
O  7.5307  15.2187  20.6247  -0.2156  0.1312  0.1902
O  10.8511  10.0075  15.7163  0.2295  -0.0669  -0.2085
O  11.8648  3.5434  13.2467  0.072  -0.1388  -0.1335
O  6.0985  8.307  13.2507  0.0248  0.0334  -0.179
O  13.9184  7.9651  14.8977  -0.0151  0.1765  -0.2515
O  2.9637  14.9938  13.0874  0.3078  -0.1603  -0.1439
O  1.4421  13.8938  11.3371  0.5246  -0.3042  0.0069
O  10.9244  11.8561  13.9434  -0.0041  0.1388  -0.1774
O  6.0944  13.1703  13.4502  0.2428  0.1341  -0.0603
O  9.7996  8.8373  17.8849  -0.026  -0.1643  -0.0691
O  8.685  13.3908  13.9692  -0.1133  0.1469  -0.4783
O  5.5758  7.8574  18.2596  -0.107  -0.3786  -0.0381
O  4.1646  4.6144  16.2805  -0.248  0.06  0.0488
O  13.389  5.872  16.3341  0.2221  -0.0723  -0.1826
O  10.4438  7.5112  20.1042  -0.2245  -0.0883  0.3153
O  6.1898  10.6944  14.2709  -0.209  0.0639  -0.3698
O  3.6257  0.7864  15.406  -0.0497  -0.1504  -0.4182
O  12.0349  7.9885  16.8485  0.0647  0.0208  -0.2541
O  6.7735  14.1425  18.3696  -0.0396  0.3621  -0.2449
O  0.9374  0.0352  19.8775  0.1546  0.138  0.2499
O  3.5621  8.1547  19.929  0.2094  -0.2659  0.1264
O  7.8419  6.4463  13.9615  -0.0742  0.186  -0.2149
O  4.2143  12.1057  15.1708  0.1268  0.1422  -0.2368
O  13.9586  0.0779  17.7002  0.0906  0.0896  -0.0995
O  10.607  7.1535  22.825  -0.0881  -0.5273  0.7913
O  8.0683  7.0896  18.8956  -0.0446  0.1584  -0.0881
O  3.0149  1.7314  19.6223  0.1891  0.0052  -0.0404
O  3.4113  1.2438  0.2169  0.3762  -0.2857  0.4371
O  8.8104  5.2072  16.1283  0.0002  0.0332  -0.2666
O  12.6228  9.8465  13.6351  0.1627  -0.026  0.0964
O  9.7679  7.603  15.4959  -0.1974  -0.0847  0.0038
O  7.3737  15.3775  12.652  -0.1713  -0.2269  -0.2028

Results
free energy: -63580.660 eV
free energy less fixed offsets of O -463.61, Si -117.95 eV per atom: -23.530 eV
pressure: -1.89 GPa
stress xx, yy, zz, yz, xz, xy (GPa, positive in tension): 1.97, 2.22, 1.48, -0.12, -0.2, -0.19

The program warned: the forces do not sum to zero within the program's tolerance.
